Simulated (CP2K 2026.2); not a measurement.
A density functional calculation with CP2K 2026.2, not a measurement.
Periodic cell of 504 atoms, Si360O144, from a study of silicon, its oxide and their interface. The atomic structure is a simulated model.
Doubt: the forces sum to 1.65 eV/angstrom along one axis rather than to zero, so they err by at least 0.0033 eV/angstrom per atom on average; the grid cutoff is modest.

Settings
functional: PBE
method: Gaussian and plane waves
basis set: DZVP-MOLOPT-SR-GTH
pseudopotentials: GTH-PBE
grid cutoff: 300 Ry, relative cutoff 40 Ry
k points: Gamma only
occupations: fixed
spin: none
net charge: 0

Cell vectors (angstrom)
a 16.32 0 0
b 0 16.32 0
c -0.0418 -1.6714 34.7794

Atoms and the computed forces on them: element, x, y, z (angstrom), force x, y, z (eV/angstrom)
Si 0.902 -0.693 0.104 0.029 -0.371 0.822
Si 3.761 1.688 0.3 -0.067 -0.004 0.734
Si 1.535 3.782 0.095 -0.06 0.221 0.759
Si 4.342 6.493 0.04 -0.128 0.168 0.754
Si 1.109 -6.584 0.056 0.217 -0.04 0.779
Si 4.013 -3.915 -0.006 -0.033 -0.017 0.739
Si 7.123 -1.572 -0.039 -0.174 0.093 0.819
Si 10 1.047 0.027 -0.322 0.18 0.846
Si 6.606 4.364 0.247 -0.024 -0.148 0.671
Si 9.168 6.823 0.086 0.312 -0.129 0.715
Si 7.09 9.182 0.044 -0.284 0.201 0.798
Si -7.103 -3.932 -0.028 0.195 -0.037 0.714
Si -4.187 -1.236 0.201 0.091 -0.243 0.748
Si -1.381 1.336 0.44 0.033 0.015 0.605
Si -3.64 3.398 -0.125 -0.072 0.355 0.772
Si -1.46 7.081 -0.022 -0.032 -0.303 0.765
Si -3.81 -7.167 -0.025 -0.075 0.162 0.803
Si -1.085 -4.342 -0.041 -0.213 0.191 0.837
Si 2.559 0.15 1.559 0.012 -0.024 -0.048
Si 5.41 2.797 1.489 0.01 -0.018 -0.048
Si 2.719 5.402 1.348 -0.006 -0.012 -0.069
Si 5.453 8.109 1.354 0 0.003 -0.029
Si 2.735 -5.409 1.297 -0.04 0.055 -0.056
Si 5.427 -2.597 1.308 0.062 -0.024 -0.033
Si 8.254 0.008 1.264 0.02 -0.002 -0.043
Si -5.282 2.619 1.414 -0.018 0.018 -0.064
Si 8.096 5.469 1.633 0.005 0.001 0.005
Si -5.419 7.992 1.239 -0.036 0.013 -0.02
Si 8.115 -5.468 1.339 -0.012 -0.002 -0.004
Si -5.477 -2.817 1.323 -0.032 0.01 -0.031
Si -2.759 -0.071 1.633 -0.026 -0.02 -0.045
Si 0.046 2.746 1.584 0.02 -0.024 -0.053
Si -2.669 5.317 1.068 -0.022 0.045 -0.036
Si -0.028 8.219 1.433 -0.007 0.008 -0.048
Si -2.699 -5.502 1.272 0.02 -0.027 -0.045
Si -0.004 -2.633 1.215 0.045 -0.013 -0.026
Si 1.318 1.426 3.006 0.022 0.017 0.064
Si 4.059 4.14 2.843 -0.028 0.011 0.04
Si 1.37 6.809 2.687 0.008 -0.019 -0.007
Si 4.074 9.52 2.656 0.028 -0.002 -0.002
Si 1.38 -3.99 2.631 -0.027 -0.01 0.036
Si 4.057 -1.28 2.708 -0.033 -0.022 -0.008
Si 6.848 1.348 2.661 -0.01 -0.018 -0.005
Si 9.59 4.019 2.713 0.013 -0.016 -0.008
Si 6.756 6.867 2.893 -0.027 0.013 0.021
Si 9.576 -6.841 2.624 -0.004 -0.022 -0.01
Si 6.731 -4.078 2.674 -0.014 0.03 0.001
Si -6.786 -1.382 2.704 0.026 0.011 0.027
Si -4.076 1.33 2.929 -0.01 0.013 0.018
Si -1.378 4.167 2.718 -0.04 0.003 0.017
Si -4.05 6.64 2.583 0.054 0 -0.011
Si -1.387 -6.771 2.771 -0.015 0.018 0.026
Si -4.073 -4.152 2.653 0.018 0.004 -0.005
Si -1.33 -1.46 2.798 0.03 -0.023 0.033
Si -0.039 -0.044 4.196 0.016 -0.01 -0.024
Si 2.741 2.781 4.237 0.02 0.016 0.003
Si -0.002 5.491 4.087 -0.001 -0.019 -0.019
Si 2.724 8.171 4.048 0.012 0.009 0.003
Si 0.014 -5.372 4.043 0.016 0.016 -0.031
Si 2.733 -2.692 4.06 -0.016 -0.02 -0.001
Si 5.463 0.032 4.06 -0.009 0.03 -0.001
Si 8.19 2.685 4.063 0.017 0.001 0.004
Si 5.41 5.48 4.199 0.004 0.005 0.005
Si 8.206 -8.097 4.102 -0.018 0.013 -0.01
Si 5.413 -5.444 4.052 0.023 0.012 0.011
Si 8.138 -2.738 4.039 -0.019 0.02 -0.039
Si -5.478 -0.055 4.162 -0.001 -0.03 0.004
Si -2.683 2.765 4.137 0.006 -0.013 -0.017
Si -5.399 5.398 4.066 0.018 0.01 0.002
Si -2.754 8.093 4.014 -0.004 -0.022 -0.038
Si -5.424 -5.49 4.034 -0.007 -0.022 -0.015
Si -2.739 -2.802 4.086 -0.014 0.021 -0.003
Si 1.388 -1.36 16.287 -0.003 -0.007 -0.009
Si 4.077 1.353 16.321 0.006 -0.003 0.002
Si 1.347 4.038 16.326 -0.002 -0.014 -0.004
Si 4.08 6.801 16.332 -0.004 0.013 0.009
Si 1.344 -6.811 16.326 -0.002 -0.015 0
Si 4.066 -4.08 16.319 0.004 -0.011 0.011
Si 6.797 -1.341 16.302 -0.01 0.013 -0.009
Si -6.789 1.363 16.321 0.004 -0.002 0
Si 6.792 4.079 16.312 0.004 -0.003 0
Si -6.804 6.807 16.292 -0.01 0.007 -0.009
Si 6.772 -6.812 16.305 -0.013 -0.006 -0.007
Si -6.788 -4.057 16.321 0.016 0.01 0.013
Si -4.076 -1.351 16.336 -0.006 0.003 0.003
Si -1.339 1.376 16.332 0.009 0.011 0.01
Si -4.064 4.097 16.317 -0.003 0.008 -0.001
Si -1.361 6.797 16.308 0.003 0.001 -0.002
Si -4.076 9.524 16.281 -0.002 -0.003 -0.003
Si -1.346 -4.085 16.305 0.004 0.007 0.001
Si 2.693 0.013 17.682 0.017 -0.033 0.005
Si 5.456 2.693 17.672 -0.003 0.014 0.02
Si 2.715 5.402 17.641 0.016 0.008 0.012
Si 5.445 8.149 17.719 0.016 -0.019 0.003
Si 2.721 -5.47 17.68 -0.018 0.04 0.009
Si 5.394 -2.66 17.648 0.023 0.021 0.009
Si 8.191 -0.026 17.676 -0.013 -0.002 -0.003
Si -5.44 2.754 17.66 -0.005 -0.015 0.03
Si 8.116 5.491 17.649 -0.006 0.005 -0.018
Si -5.409 8.145 17.629 -0.023 -0.01 0.027
Si 8.124 -5.421 17.613 -0.014 -0.01 0.021
Si -5.438 -2.694 17.72 -0.03 -0.002 0.003
Si -2.692 0.011 17.669 0.004 -0.026 0.038
Si -0.003 2.712 17.756 0 0.011 0.018
Si -2.672 5.421 17.691 0.003 0.02 0.012
Si -0.046 -8.149 17.686 0.008 -0.003 0.024
Si -2.743 -5.425 17.644 0.031 -0.004 0.007
Si 0.088 -2.769 17.629 -0.004 -0.003 -0.008
Si 1.381 1.35 19.11 -0.002 0.006 0.016
Si 4.11 4.081 19.008 -0.007 0.001 -0.029
Si 1.284 6.709 18.964 -0.017 0.003 -0.025
Si 4.062 -6.82 19.057 0.001 0.002 -0.003
Si 1.39 -4.128 19.074 0.005 -0.001 -0.004
Si 4.01 -1.349 19.059 -0.012 -0.006 0.009
Si 6.826 1.312 19.02 -0.001 0 0.008
Si -6.828 4.161 18.964 0.006 -0.003 0.006
Si 6.791 6.791 19.115 -0.001 -0.013 -0.007
Si -6.836 9.496 18.905 0.006 0.018 -0.02
Si 6.782 -4.005 18.945 -0.006 -0.013 -0.023
Si 9.52 -1.346 19.115 -0.013 0.005 -0.016
Si -4.065 1.398 19.008 0.024 0.001 -0.021
Si -1.371 4.064 19.143 -0.014 0.008 -0.012
Si -4.005 6.824 19.007 0.009 0.016 0.006
Si -1.405 -6.738 19.043 0.006 -0.011 -0.005
Si -4.062 -4.072 19.041 0.011 -0.002 -0.002
Si -1.242 -1.383 18.926 0 0.015 -0.025
Si 0.048 -0.092 20.421 -0.002 -0.037 0.051
Si 2.776 2.75 20.406 0.005 0.007 0.057
Si -0.02 5.438 20.503 0.006 -0.014 0.062
Si 2.646 8.048 20.276 0.023 -0.008 0.043
Si -0.027 -5.432 20.448 0.015 0.007 0.03
Si 2.718 -2.766 20.476 0.024 0.005 0.048
Si 5.41 -0.01 20.39 0.01 0.021 0.029
Si 8.159 2.772 20.303 -0.014 0.002 0.039
Si 5.428 5.391 20.472 0.039 0.009 0.036
Si 8.215 8.178 20.39 -0.008 -0.037 0.06
Si 5.417 -5.335 20.298 -0.005 0.031 0.03
Si 8.105 -2.726 20.434 0.018 0.012 0.049
Si -5.402 0.068 20.402 -0.062 -0.035 0.076
Si -2.751 2.696 20.491 0.012 0.029 0.072
Si -5.406 5.477 20.302 -0.01 -0.019 0.044
Si -2.738 -8.082 20.435 -0.037 -0.002 0.04
Si -5.53 -5.454 20.261 -0.017 0.027 0.034
Si -2.552 -2.74 20.283 0.03 -0.028 0.021
Si 1.172 -1.64 21.847 0.099 0.113 -0.749
Si 4.362 1.622 21.722 -0.054 -0.099 -0.797
Si 1.612 4.259 21.777 -0.261 -0.12 -0.779
Si 3.737 6.516 21.671 0.197 0.059 -0.841
Si 1.103 -7.139 21.589 -0.074 0.107 -0.809
Si 4.302 -3.899 21.824 -0.164 -0.12 -0.777
Si 6.467 -1.616 21.73 0.151 0.068 -0.757
Si -6.58 1.718 21.636 -0.032 -0.205 -0.757
Si 6.629 3.796 21.769 0.08 0.236 -0.702
Si -6.45 7.055 21.669 -0.197 -0.031 -0.726
Si 7.022 -6.463 21.505 0.033 -0.18 -0.779
Si 9.256 -4.375 21.666 0.105 0.247 -0.813
Si -3.707 -1.152 21.482 -0.157 0.055 -0.761
Si -1.567 1.018 21.683 0.088 0.244 -0.793
Si -4.384 3.918 21.723 0.268 0.061 -0.758
Si -1.182 7.088 21.77 -0.145 -0.222 -0.747
Si -4.408 -6.918 21.657 0.219 -0.06 -0.743
Si -1.108 -3.832 21.836 -0.085 -0.138 -0.748
Si 2.971 -7.927 -2.045 0.059 -0.157 0.167
Si -1.371 -3.907 -7.163 0.096 0.025 0.034
Si 5.684 1.13 -4.735 -0.025 0.077 -0.11
Si 5.276 -7.624 -6.907 0.008 -0.104 -0.088
Si -2.169 5.962 26.663 -0.087 -0.093 0.023
Si 5.346 -5.829 -2.009 -0.009 -0.094 0.166
Si 0.983 -0.595 -7.121 -0.152 -0.026 0.088
Si 2.9 -3.763 -5.97 0.022 -0.091 0.022
Si 5.284 -0.032 -1.921 -0.016 -0.077 0.136
Si -4.284 -2.966 25.841 0.121 -0.061 -0.172
Si -2.47 5.133 23.718 -0.048 0.151 -0.032
Si 4.227 2.975 -6.723 0.01 -0.041 0.058
Si 2.1 6.671 -4.343 -0.107 -0.014 0.075
Si 4.779 -7.254 25.809 -0.003 -0.042 0.04
Si 4.858 -1.337 -6.495 -0.061 -0.05 -0.025
Si 2.981 -0.101 24.013 -0.083 -0.1 -0.182
Si -2.999 -5.262 23.97 0.066 0.107 -0.178
Si 8.065 2.593 -5.89 -0.015 -0.006 0.06
Si -5.641 2.724 -2.392 0.096 -0.058 0.22
Si -7.835 4.674 -1.991 0.099 0.023 0.274
Si 4.955 -1.011 26.121 0.004 0.065 -0.031
Si -7.797 -0.274 23.494 -0.154 0.02 -0.146
Si -1.937 -1.011 -7.318 -0.045 0.005 0.026
Si 2.801 -1.835 -1.95 0.017 0.022 0.3
Si -0.01 6.388 -6.392 0.028 0.028 -0.066
Si 4.64 5.915 -5.885 -0.115 -0.008 -0.054
Si -5.326 1.71 -5.282 0.003 -0.003 0.077
Si 1.703 0.449 26.707 0.052 0.091 -0.055
Si 1.314 -5.196 26.486 -0.01 -0.075 -0.057
Si -2.946 -7.456 26.046 -0.095 0.086 -0.099
Si -0.644 2.222 26.749 -0.118 0.091 -0.009
Si -1.964 5.229 -4.318 0.035 -0.037 0.08
Si -3.188 3.619 -6.388 0.002 0.027 -0.001
Si -7.046 -3.712 -6.595 0.107 0.051 0.084
Si 0.065 5.44 -2.178 0.113 0.069 0.104
Si -3.014 -3.057 -2.039 0.102 -0.027 0.214
Si -6.913 7.46 -5.605 -0.111 0.111 -0.075
Si -5.254 -5.324 -2.099 -0.076 -0.016 0.132
Si -8.121 6.742 26.626 -0.005 0.104 -0.088
Si 7.934 5.821 23.615 0.042 -0.111 -0.114
Si 6.437 -3.701 -7.204 -0.138 -0.051 -0.032
Si -0.357 2.943 23.676 0.093 -0.065 -0.081
Si 5.752 7.909 23.4 -0.041 -0.048 -0.062
Si 7.362 5.375 -4.609 -0.021 -0.094 -0.009
Si -5.666 -2.387 23.372 -0.069 -0.098 -0.072
Si -4 6.391 -5.853 0.144 -0.077 -0.057
Si -5.713 -5.873 -7.774 -0.07 -0.11 -0.048
Si -6.313 -6.083 -4.99 0.064 0.045 0.023
Si 1.147 -2.04 -4.561 -0.057 0.048 -0.01
Si 5.168 -5.459 -4.974 -0.097 -0.051 -0.037
Si -6.234 -0.899 -6.697 -0.018 0.099 -0.057
Si 7.973 -0.723 26.441 -0.008 -0.017 0.047
Si 2.775 -5.739 23.914 0.122 0.223 -0.116
Si -1.763 -2.302 -4.719 -0.015 0.06 -0.112
Si 1.382 -1.378 5.483 0.002 0.001 -0.002
Si 4.128 1.371 5.485 0.005 -0.005 0.008
Si 1.329 4.136 5.502 0.01 -0.007 0.004
Si 4.044 6.848 5.495 -0.002 0.008 0.008
Si 1.36 9.549 5.395 -0.006 0.007 -0.006
Si 4.066 -4.08 5.42 -0.003 0 -0.004
Si 6.793 -1.369 5.419 0.003 -0.014 -0.018
Si 9.495 1.335 5.482 -0.005 -0.005 -0.003
Si 6.824 4.066 5.44 0.01 -0.007 -0.019
Si -6.77 6.794 5.412 -0.001 -0.006 -0.01
Si 6.809 -6.757 5.437 0.015 -0.005 -0.008
Si 9.522 -4.103 5.387 0.01 0.004 -0.012
Si -4.078 -1.412 5.456 0.013 0.017 0.011
Si -1.377 1.363 5.503 0.002 0.008 0.021
Si -4.068 4.084 5.484 -0.005 0 -0.002
Si -1.369 6.826 5.44 -0.015 0.011 0.002
Si -4.088 -6.855 5.406 0.006 -0.01 -0.005
Si -1.36 -4.104 5.461 0.02 0.005 -0.005
Si 2.744 0 6.82 0.009 -0.005 -0.002
Si 5.476 2.728 6.835 0.001 -0.022 -0.004
Si 2.698 5.481 6.85 -0.019 0.025 0.004
Si 5.453 -8.128 6.804 -0.006 0.003 0.001
Si 2.715 -5.438 6.788 0.002 0.002 -0.007
Si 5.433 -2.724 6.784 0.004 -0.007 0.006
Si 8.135 -0.023 6.819 0.002 0.024 -0.002
Si -5.446 2.711 6.815 0.009 -0.013 0.001
Si -8.137 5.44 6.784 -0.003 0.002 -0.002
Si 10.882 -8.175 6.802 -0.002 0.005 -0.002
Si 8.167 -5.417 6.797 -0.031 -0.003 0.008
Si 10.87 -2.762 6.792 0.008 0.009 -0.004
Si -2.747 -0.016 6.823 -0.006 0.007 -0.008
Si 0 2.726 6.839 0.006 -0.016 -0.011
Si -2.709 5.456 6.82 0 -0.014 -0.004
Si -0.001 8.194 6.781 -0.009 0.004 -0.003
Si -2.726 -5.487 6.782 0.017 -0.015 0.001
Si -0.003 -2.733 6.819 -0.005 0 -0.003
Si 1.376 1.361 8.174 0.006 0.017 -0.006
Si 4.084 4.094 8.165 0.001 0.001 -0.009
Si 1.337 6.838 8.18 0.013 -0.013 0.006
Si 4.082 -6.782 8.159 0.009 0.006 0.002
Si 1.359 -4.093 8.167 -0.01 -0.013 0.01
Si 4.09 -1.37 8.17 -0.009 0.009 0.002
Si 6.807 1.35 8.191 -0.009 -0.003 0.01
Si -6.796 4.083 8.167 -0.004 0 -0.004
Si 6.809 6.802 8.142 -0.008 0.002 -0.015
Si 9.516 -6.802 8.149 0.001 -0.005 -0.005
Si 6.801 -4.067 8.156 0.021 0.01 0.005
Si 9.52 -1.381 8.153 -0.002 -0.011 -0.002
Si -4.097 1.35 8.178 0 -0.018 0.002
Si -1.366 4.085 8.182 -0.003 -0.003 0.005
Si -4.076 6.804 8.174 0.007 0.009 0.012
Si -1.361 -6.803 8.166 -0.004 0.004 0.007
Si -4.08 -4.112 8.146 -0.018 0 -0.01
Si -1.362 -1.363 8.168 0.019 0.023 0.001
Si 0.003 -0.001 9.523 -0.002 -0.004 0.001
Si 2.73 2.727 9.527 0.002 -0.018 0.002
Si -0.006 5.451 9.531 -0.005 0.006 0.001
Si 2.723 -8.142 9.524 -0.01 0.007 0.003
Si -0.004 -5.443 9.527 -0.002 -0.005 -0.002
Si 2.72 -2.728 9.521 0.005 0.002 -0.004
Si 5.44 -0.006 9.536 0.002 0.005 0.011
Si -8.151 2.721 9.532 0.005 -0.007 0.007
Si 5.448 5.451 9.516 0.013 0.009 -0.004
Si 8.159 -8.16 9.513 -0.002 -0.001 0.001
Si 5.442 -5.429 9.518 -0.008 -0.001 0.002
Si 8.161 -2.72 9.523 -0.008 0.011 0.001
Si -5.452 -0.016 9.524 -0.002 0.015 -0.003
Si -2.727 2.716 9.527 0.001 0 -0.006
Si -5.437 5.44 9.528 0.001 -0.004 0.001
Si -2.717 -8.16 9.532 0.011 -0.001 0.004
Si -5.443 -5.451 9.518 0.01 -0.004 0.005
Si -2.727 -2.735 9.51 -0.001 -0.003 -0.006
Si 1.36 -1.366 10.879 0.006 0.006 0.001
Si 4.082 1.362 10.887 -0.003 -0.003 0.003
Si 1.362 4.086 10.879 0.005 0.011 -0.005
Si 4.082 -9.513 10.876 -0.003 -0.006 -0.001
Si 1.359 -6.798 10.886 0 0.006 0.003
Si 4.083 -4.079 10.884 0.008 -0.001 0.001
Si 6.809 -1.361 10.888 0.016 -0.006 0.005
Si -6.797 1.356 10.887 0.006 -0.006 0.008
Si -9.519 4.086 10.88 -0.011 -0.003 -0.006
Si 9.517 -9.517 10.879 -0.001 0.007 -0.004
Si 6.797 -6.8 10.873 -0.002 -0.001 -0.002
Si 9.521 -4.082 10.878 -0.008 0.002 -0.007
Si -4.081 -1.369 10.876 -0.008 0.009 -0.005
Si -1.358 1.36 10.88 0 0.007 -0.001
Si -4.081 4.077 10.887 0 -0.008 0.004
Si -1.363 6.799 10.893 -0.008 -0.006 0.004
Si -4.081 -6.799 10.884 0 0 0
Si -1.364 -4.08 10.881 0.007 -0.002 0.003
Si 2.722 -0.007 12.235 -0.012 0.003 -0.003
Si 5.438 2.73 12.241 0.014 -0.005 0.004
Si 2.724 5.443 12.237 0.003 -0.002 0.002
Si 5.437 -8.157 12.241 -0.003 0.007 -0.002
Si 2.716 -5.436 12.239 0.001 -0.009 -0.005
Si 5.451 -2.724 12.24 -0.005 0.02 -0.002
Si 8.161 0.004 12.248 -0.01 0.009 -0.001
Si -5.433 2.712 12.246 -0.004 0.001 -0.003
Si -8.158 5.44 12.242 -0.002 0.002 -0.004
Si 10.874 -8.155 12.239 0.009 -0.007 0.003
Si 8.155 -5.438 12.232 0.007 -0.003 0.001
Si 10.88 -2.72 12.24 0.001 -0.005 0.001
Si -2.72 -0.002 12.235 0.008 -0.007 0.001
Si 0.002 2.722 12.237 0.003 -0.004 0
Si -2.723 5.437 12.244 0.001 0.003 0.001
Si 0.008 8.152 12.245 0.003 -0.002 -0.001
Si -2.719 -5.44 12.242 -0.011 0.003 -0.004
Si -0.005 -2.718 12.242 -0.006 -0.002 -0.001
Si 1.36 1.35 13.589 0.012 -0.007 -0.002
Si 4.07 4.08 13.604 -0.003 0.006 -0.006
Si 1.369 6.793 13.607 0.002 -0.009 -0.001
Si 4.068 -6.8 13.597 -0.013 0.01 0.002
Si 1.356 -4.08 13.596 0.002 0.004 0.003
Si 4.095 -1.359 13.588 0.017 -0.019 -0.003
Si 6.801 1.374 13.597 -0.009 0.005 0.003
Si -6.796 4.073 13.597 0.012 -0.012 0.004
Si 6.797 -9.522 13.597 0.003 -0.002 0.002
Si 9.515 -6.787 13.594 -0.014 0.002 -0.009
Si 6.8 -4.086 13.605 0.01 -0.01 -0.001
Si 9.523 -1.356 13.602 0 0.009 0
Si -4.067 1.359 13.606 -0.004 0 -0.009
Si -1.354 4.083 13.6 -0.007 0.008 0.001
Si -4.089 6.799 13.591 -0.012 0.006 -0.003
Si -1.357 9.511 13.591 0.015 -0.006 -0.005
Si -4.073 -4.073 13.599 0.005 0.002 0.006
Si -1.363 -1.354 13.603 -0.012 0.018 0.003
Si 0.002 0.004 14.96 -0.003 -0.009 -0.004
Si 2.712 2.701 14.955 -0.011 -0.004 0
Si 0.01 5.43 14.967 0.011 0.009 0.006
Si 2.719 8.158 14.969 0.01 0.004 -0.004
Si 0 -5.452 14.949 -0.01 -0.002 0.004
Si 2.735 -2.722 14.935 0.002 0.028 -0.002
Si 5.441 0.014 14.947 0.007 0.005 -0.008
Si 8.165 2.721 14.963 -0.006 0.005 -0.004
Si 5.431 5.441 14.959 -0.004 -0.008 0.011
Si 8.155 -8.149 14.945 0.012 0.007 0.006
Si 5.421 -5.442 14.956 0.004 -0.008 -0.006
Si 8.16 -2.715 14.957 -0.005 0.001 0.006
Si -5.43 0.002 14.962 0 0 0.01
Si -2.706 2.726 14.964 0.008 -0.007 0.011
Si -5.439 5.437 14.952 -0.002 0.003 -0.002
Si -2.72 8.149 14.941 -0.006 -0.006 -0.004
Si -5.442 -5.423 14.949 -0.005 -0.012 0.001
Si -2.718 -2.713 14.967 0.002 -0.001 0
O -7.332 7.388 -7.161 0.106 -0.267 -0.041
O -6.677 2.515 -5.625 0.02 0.461 -0.268
O 3.642 7.109 -1.307 -0.266 0.058 -0.22
O -6.316 -3.822 23.019 0.353 -0.263 0.338
O -7.45 1.184 22.914 -0.459 0.006 0.231
O 1.997 -6.553 22.788 -0.053 0.076 0.417
O 3.642 0.987 23.029 -0.14 0.058 0.135
O 6.053 -7.006 22.693 -0.38 0.435 0.513
O -5.403 -8.113 22.205 0.159 -0.114 0.298
O -8.112 8.066 -0.34 0.09 0.156 -0.488
O 2.198 0.7 25.184 -0.021 0.473 -0.04
O -2.16 7.475 26.135 0.413 0.034 -0.12
O 4.237 -1.202 -2.265 0.189 -0.235 -0.259
O 0.047 -5.449 -0.472 0.028 0.121 -0.388
O -4.268 -2.179 22.617 -0.032 -0.311 0.439
O -2.683 -0.077 22.186 0.185 0.089 0.257
O -3.987 -5.941 22.888 -0.348 0.356 0.335
O -6.575 -4.762 -1.34 -0.319 -0.122 -0.29
O -0.332 0.315 -0.335 -0.119 -0.142 -0.612
O 2.951 -3.109 -0.963 -0.397 -0.154 0.07
O 2.625 -4.187 -7.511 0.535 -0.121 -0.258
O -6.729 3.841 -2.824 0.118 0.236 -0.437
O 4.174 -0.967 24.703 0.181 -0.45 -0.295
O 5.839 -8.15 24.972 0.553 -0.347 0.219
O -5.265 -0.145 -0.336 -0.002 -0.207 -0.63
O -2.402 2.331 -0.406 0.077 0.015 -0.374
O 7.408 4.368 23.108 0.157 -0.407 0.295
O 5.68 -5.271 -3.468 0.547 0.339 -0.008
O 1.327 7.01 -5.736 0.257 0.275 -0.396
O 6.136 -4.571 -5.89 0.357 0.005 0.223
O 5.102 -4.607 -0.996 0.288 0.312 -0.227
O -5.564 -5.823 -3.594 0.271 -0.073 -0.212
O 4.324 7.304 22.972 -0.257 0.393 0.751
O 2.556 8.009 -3.556 -0.043 0.378 -0.214
O -7.636 -0.261 25.078 0.333 0.139 0.141
O 1.681 -7.401 -1.232 -0.29 -0.104 -0.189
O 6.799 -7.594 -7.475 0.083 0.001 -0.162
O -7.164 -4.749 -5.347 -0.35 0.279 0.152
O 7.653 3.799 -0.89 0.017 -0.585 -0.233
O -1.278 4.881 -2.906 -0.297 -0.575 0.402
O 2.681 2.714 -0.409 0.103 0.038 -0.421
O -4.589 -6.575 -1.325 -0.299 -0.135 -0.226
O -7.13 8.042 26.496 -0.058 0.375 -0.051
O -3.387 -1.807 -1.095 0.41 0.234 -0.331
O -2.545 -4.976 -7.387 -0.188 -0.235 0.353
O 2.626 2.919 -6.97 -0.271 0.347 0.421
O 3.782 -2.403 -5.948 0.058 0.084 0.314
O -5.1 -1.6 -7.614 0.257 -0.589 0.264
O -5.355 7.133 -5.512 0.162 0.364 0.385
O -6.954 6.211 22.978 0.391 -0.075 0.503
O 0.034 -4.361 -7.84 0.007 -0.453 -0.146
O 5.262 -7.018 -5.399 0.097 -0.182 0.662
O 7.232 1.481 -5.052 0.313 -0.272 0.346
O -1.819 -4.478 23.168 -0.201 0.11 0.63
O 1.948 -1.035 23.165 0.267 0.131 0.603
O -3.795 -4.242 24.957 -0.198 -0.139 0.094
O 3.665 -4.585 23.179 0.256 0.294 0.511
O -7.375 -0.118 -7.55 -0.083 -0.089 0.061
O 8.159 -2.762 -0.511 -0.012 -0.169 -0.432
O -0.363 -1.878 -4.025 0.014 0.11 0.738
O 5.49 -5.922 26.369 -0.029 0.51 -0.446
O 0.158 0.842 26.85 -0.27 -0.467 0.099
O -4.163 4.916 -6.538 -0.452 -0.012 -0.309
O -6.7 -1.273 22.86 0.008 0.029 -0.542
O 7.072 -0.813 23.028 -0.37 0.006 0.252
O -4.094 2.291 -6.185 0.304 -0.321 -0.576
O 1.432 -3.422 -5.371 -0.274 -0.522 -0.126
O 5.523 2.672 22.243 -0.168 -0.28 0.601
O -1.945 6.552 23.125 -0.106 0.275 0.265
O 5.503 5.412 -0.406 0.065 -0.053 -0.309
O -7.019 5.887 -1.258 0.406 -0.05 -0.505
O 7.331 5.106 -3.025 -0.434 0.245 0.122
O -0.761 1.531 23.01 0.415 -0.417 0.151
O 4.022 -6.724 -2.082 -0.21 0.217 -0.001
O 5.257 -0.29 -5.353 0.104 -0.131 -0.078
O 4.657 4.536 -6.74 0.054 0.006 -0.479
O -5.895 -4.268 -7.599 0.526 0.567 -0.477
O -1.399 -3.636 -5.57 0.106 -0.456 0.304
O -2.158 3.605 -7.653 -0.242 0.005 -0.42
O -6.872 -2.217 -5.991 -0.221 -0.013 0.361
O -2.533 5.098 25.332 -0.313 -0.227 0.158
O 3.661 -6.777 24.765 0.128 -0.482 -0.04
O -2.814 -2.55 -3.547 -0.275 0.164 0.078
O 0.026 -2.733 22.337 0.139 0.107 0.513
O -3.047 -2.062 26.414 0.23 0.376 0.002
O 0.16 4.921 -7.039 0.549 -0.199 0.051
O -3.167 7.306 -6.916 -0.122 0.33 -0.059
O -7.23 -7.419 -4.916 -0.662 0.082 0.351
O -2.634 8.117 -0.543 0.049 -0.272 -0.683
O -5.508 2.823 22.202 0.041 0.048 0.278
O 1.744 -0.833 -1.277 -0.247 0.243 -0.702
O 6.535 -1.344 26.03 0.004 -0.412 0.03
O -6.506 1.729 -1.442 -0.526 -0.191 -0.471
O 6.613 -0.774 -1.373 0.342 0.42 -0.733
O -0.026 -8.157 22.223 0.006 0.205 0.667
O 6.89 6.869 22.971 -0.14 0.057 -0.196
O -0.456 2.82 25.265 0.043 0.213 0.129
O 0.729 4.326 -1.216 -0.22 -0.285 -0.082
O -0.642 7.338 -7.535 0.521 0.368 0.073
O -1.685 -3.764 -1.446 0.192 0.092 -0.608
O -4.436 3.455 -1.562 -0.016 0.009 -0.613
O 7.522 4.049 -5.506 -0.047 0.133 -0.069
O -0.474 6.669 -1.266 0.434 0.383 -0.491
O 6.173 -2.147 -6.927 0.461 0.499 -0.257
O 5.401 -2.75 22.273 0.099 0.004 0.275
O -1.745 -4.176 26.883 -0.179 -0.248 -0.316
O 1.172 5.847 -3.29 0.181 -0.045 -0.016
O 1.874 0.55 -7.777 0.533 -0.15 -0.275
O 4.708 2.298 -5.319 -0.19 0.25 0.51
O -4.211 -4.112 -2.076 -0.066 0.142 0.086
O -0.982 6.202 -5.137 -0.045 0.511 0.366
O 1.388 -0.779 -5.559 0.059 0.434 0.155
O 4.623 0.892 -0.801 0.212 -0.141 -0.273
O 1.177 -3.65 26.895 -0.264 0.111 -0.176
O -3.892 4.719 23.067 -0.389 0.078 0.51
O 5.991 6.079 -5.031 -0.001 0.201 0.464
O 4.616 7.212 -6.874 0.018 0.044 -0.178
O 2.681 5.406 22.259 0.163 -0.105 0.5
O -7.706 6.339 -4.811 0.305 -0.237 0.078
O 7.996 5.984 25.21 -0.034 -0.371 0.266
O 1.071 3.471 23.117 0.243 -0.101 0.239
O -5.326 -6.375 -6.264 0.475 -0.432 0.062
O -3.328 6.11 -4.383 -0.504 0.175 0.72
O 3.407 5.854 -4.832 0.08 -0.401 0.328
O -2.376 -1.195 -5.752 -0.122 0.552 0.246
O 7.811 2.284 -7.453 -0.218 0.283 -0.101
O -0.569 -0.172 -7.304 -0.004 0.414 -0.248
O -5.563 0.142 -5.644 0.333 -0.184 0.254
O -2.257 3.824 -5.067 0.248 -0.57 0.121
O 2.186 -2.188 -3.369 0.076 -0.333 0.077
O 5.575 0.956 -3.146 0.01 0.523 0.018
O -5.33 -2.153 24.921 -0.203 0.367 0.344
O -1.431 4.03 23.183 -0.001 0.112 -0.438
O 4.364 -6.604 -7.797 -0.61 -0.072 0.271
O 7.985 -3.809 -7.553 0.133 -0.063 -0.39
O -5.05 1.964 -3.697 0.21 -0.024 -0.046
O -4.535 -7.783 25.98 -0.362 -0.148 -0.56
O 6.581 -6.67 -1.429 0.31 0.005 -0.469
O 4.834 0.443 26.844 0.388 0.222 -0.374
O 8.134 -5.455 22.171 -0.002 0.12 0.443
O 1.635 -5.172 24.91 -0.511 0.213 -0.059
O 3.643 -4.922 -5.143 -0.414 -0.215 0.388
O 4.328 -0.525 -7.781 -0.269 -0.238 -0.304
O -2.434 -6.526 24.821 0.407 -0.274 0

Results
total energy: -101655.134 eV
total energy less fixed offsets of O -438.25, Si -107.07 eV per atom: -1.934 eV
